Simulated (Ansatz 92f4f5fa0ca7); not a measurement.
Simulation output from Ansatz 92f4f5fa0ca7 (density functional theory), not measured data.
Periodic cell of 208 atoms, Si128O80, from a study of silicon, its oxide and their interface. The atomic structure is a simulated model.
Doubt: the cutoff is far below the 930 eV that the study's wrapper takes by default for these files, so forces and energies are approximate.

Settings: functional PBE; potential files Ansatz PAW; basis plane waves; wave-function cutoff 580 eV; density cutoff ratio 5; exchange-correlation grid ratio 1; k mesh 1 x 1 x 1, Gamma-centred; self-consistency stop 5e-08 eV per atom in the density residual; occupations fixed; spin none; net charge 0.

Cell vectors (angstrom)
a  10.938  0  0
b  0  10.938  0
c  -4.5492  -1.514  30.2695

Atoms and the computed forces on them: element, x, y, z (angstrom), force x, y, z (eV/angstrom)
Si  -3.127  -3.1164  22.8484  0.0596  -0.0433  -0.1348
Si  -0.098  -0.4122  22.9075  -0.0454  0.024  -0.1736
Si  -3.5352  2.8853  22.7064  0.0065  -0.0466  -0.2979
Si  -0.8717  -5.3077  22.6256  0.1044  -0.0469  -0.2274
Si  -8.8208  -2.6522  22.8321  -0.1375  0.1358  -0.1662
Si  -6.0753  0.0867  22.7359  -0.1378  0.0858  -0.121
Si  2.6029  2.2752  22.7324  -0.056  0.0189  -0.2655
Si  -5.7388  -5.7492  22.8489  -0.0004  -0.038  -0.1686
Si  -1.8505  -1.5126  24.094  0.1223  -0.0727  -0.2161
Si  0.9981  1.2272  24.1451  0.0348  -0.0152  -0.0873
Si  -1.8411  -6.9843  24.0124  -0.0213  0.0164  -0.1257
Si  0.8688  -4.2865  24.0075  -0.1378  0.0157  -0.1832
Si  -7.2391  -1.4974  24.1208  0.0055  0.1258  -0.1756
Si  -4.564  1.2627  24.106  -0.0252  0.0279  -0.1563
Si  3.6418  3.9299  24.0993  0.0124  -0.0663  -0.2146
Si  -4.5778  -4.2805  24.2532  0.1079  0.0271  -0.1784
Si  -3.1837  -0.1244  25.4535  -0.0484  0.0063  0.0921
Si  -0.4441  2.6047  25.4306  -0.0396  0.0093  0.0308
Si  -3.1527  -5.6577  25.5014  -0.0528  -0.0414  0.1355
Si  -0.4592  -2.8974  25.4624  0.0014  -0.0042  -0.0251
Si  2.3189  -0.1486  25.5092  0.0634  -0.079  0.125
Si  5.0122  2.5973  25.5006  0.011  0.0446  0.0391
Si  2.2477  5.3083  25.4254  0.051  0.1026  0.0865
Si  -5.9223  -2.8625  25.5086  -0.0562  0.0095  0.1132
Si  -4.5492  -1.514  26.8512  0.1074  0.2269  -0.0281
Si  -1.8147  1.2205  26.8512  0.0733  0.1476  -0.3092
Si  -4.5492  3.955  26.8512  0.055  -0.0927  0.2024
Si  -1.8147  -4.2485  26.8512  0.1043  -0.1078  0.0541
Si  0.9198  -1.514  26.8512  -0.0175  -0.1234  -0.1059
Si  3.6543  1.2205  26.8512  0.1153  0.0405  0.2801
Si  0.9198  3.955  26.8512  -0.1258  0.0286  -0.2182
Si  3.6543  -4.2485  26.8512  -0.3096  -0.089  -0.2637
Si  1.3673  -1.3673  3.418  0.2844  -0.0235  0.2992
Si  4.1018  1.3673  3.418  0.1061  -0.0664  0.3755
Si  1.3673  4.1018  3.418  0.0805  0.1043  -0.3625
Si  4.1018  -4.1018  3.418  -0.1314  0.1169  -0.1569
Si  6.8362  -1.3673  3.418  -0.3156  0.1463  -0.4387
Si  -1.3673  1.3673  3.418  -0.162  0.144  -0.1799
Si  6.8362  4.1018  3.418  0.0335  -0.267  0.3211
Si  -1.3673  6.8362  3.418  0.1046  -0.1268  0.122
Si  2.7671  -0.0093  4.8497  0.0195  -0.086  -0.0489
Si  5.4695  2.7183  4.8532  0.028  -0.0045  -0.0417
Si  2.7198  5.4821  4.7658  -0.0876  0.0388  -0.0323
Si  5.4625  -2.7209  4.7618  0.0415  0.0641  -0.0219
Si  -2.825  0.0603  4.7387  -0.1109  -0.0874  -0.1111
Si  0.0264  2.7308  4.7428  0.0371  0.0286  -0.0436
Si  8.2215  5.4442  4.801  0.0562  -0.045  -0.0288
Si  0.0179  -2.748  4.7923  0.0829  -0.0761  -0.0518
Si  1.3729  1.4053  6.1431  0.004  0.0027  0.2851
Si  4.0777  4.1469  6.1372  0.0615  0.0565  0.146
Si  1.3878  -4.1223  6.2175  -0.0249  0.0249  0.1287
Si  4.1719  -1.3932  6.2565  -0.0454  0.0332  0.1403
Si  -4.1272  1.3261  6.2978  0.0186  0.0291  0.1492
Si  -1.2887  4.077  6.1477  -0.0561  0.066  0.1684
Si  6.8169  -4.1029  6.0847  -0.0106  -0.0271  0.2387
Si  -1.459  -1.3512  5.9499  0.0532  0.0135  0.1792
Si  -0.3393  0.2053  7.2547  0.0008  0.0674  0.2765
Si  2.5147  3.0303  7.4835  -0.0024  -0.089  0.2845
Si  0.26  -5.7229  7.5915  0.1202  -0.108  0.3443
Si  3.0282  -3.0223  7.5483  0.1642  -0.2097  0.1803
Si  5.8195  -0.3962  7.7179  0.0479  -0.0732  0.4325
Si  -2.403  2.4688  7.4621  0.1477  -0.1282  0.4218
Si  5.2427  5.7304  7.4627  0.037  -0.0208  0.2486
Si  -2.8747  -2.5785  7.3659  0.0908  -0.0896  0.2469
Si  -3.182  -2.8813  28.2185  0.0096  0.0185  -0.0481
Si  -0.4475  -0.1468  28.2185  0.0121  0.0003  -0.0429
Si  -3.182  2.5877  28.2185  -0.0477  0.0062  0.01
Si  -0.4475  5.3222  28.2185  -0.0011  0.033  -0.002
Si  2.287  -2.8813  28.2185  -0.0502  -0.0681  -0.0063
Si  -5.9165  -0.1468  28.2185  0.0428  0.0587  0.014
Si  2.287  2.5877  28.2185  0.0143  -0.0403  -0.0341
Si  5.0215  -5.6158  28.2185  0.0146  -0.0245  -0.0335
Si  -1.8147  -1.514  29.5857  -0.0194  -0.0525  -0.0269
Si  0.9198  1.2205  29.5857  0.0247  0.0299  -0.0214
Si  -1.8147  3.955  29.5857  0.0035  0.0032  -0.0189
Si  0.9198  -4.2485  29.5857  -0.0053  0.0042  -0.0005
Si  -7.2837  -1.514  29.5857  0.0092  0.0182  -0.0266
Si  -4.5492  1.2205  29.5857  0.0098  -0.0401  -0.0039
Si  3.6543  -6.983  29.5857  -0.0081  0.0073  -0.0271
Si  -4.5492  -4.2485  29.5857  -0.0166  0.0266  -0.0304
Si  1.3673  1.3673  0.6835  0.0066  0.0191  0.0253
Si  4.1018  4.1018  0.6835  0.0062  -0.0461  0.0154
Si  1.3673  6.8362  0.6835  -0.0195  0.0059  0.0224
Si  4.1018  -1.3673  0.6835  -0.0219  0.0546  0.0022
Si  6.8362  1.3673  0.6835  -0.0192  -0.0087  0.0246
Si  -1.3673  4.1018  0.6835  -0.0065  0.0279  0.0039
Si  6.8362  -4.1018  0.6835  0.0273  -0.0013  0.0267
Si  -1.3673  -1.3673  0.6835  0.0164  -0.0383  0.0161
Si  0  0  2.0507  -0.0366  -0.0111  0.0583
Si  2.7345  2.7345  2.0507  -0.0151  0.0574  0.0403
Si  0  5.469  2.0507  -0.0132  -0.0292  -0.0185
Si  2.7345  -2.7345  2.0507  0.0374  0.0244  -0.0302
Si  5.469  0  2.0507  -0.0067  -0.1087  -0.0415
Si  8.2035  2.7345  2.0507  0.0407  0.0022  -0.0353
Si  5.469  5.469  2.0507  -0.0319  0.0105  0.0482
Si  8.2035  -2.7345  2.0507  0.0073  0.0473  0.055
Si  -6.1657  3.5647  18.4266  0.1492  -0.1316  -0.2508
Si  -1.2382  3.318  13.1943  0.052  -0.0207  0.0321
Si  6.8459  2.4582  11.9717  0.0031  -0.0951  0.141
Si  2.566  -4.6773  12.5382  0.051  -0.0035  0.1259
Si  1.8573  3.4021  12.2378  0.0566  0.1001  0.0859
Si  -2.3665  0.783  17.9057  -0.0582  -0.0152  -0.2536
Si  4.157  -2.1412  12.8849  -0.0842  -0.1465  0.182
Si  5.3039  0.1213  10.9072  0.1542  0.059  0.398
Si  -1.2246  -0.3532  20.1896  0.1713  0.0193  -0.4627
Si  -3.4607  2.918  19.661  -0.0184  0.0253  -0.2813
Si  -0.8816  -4.413  17.0296  0.0726  0.0372  -0.0817
Si  2.8675  1.5588  10.1058  -0.1056  0.1557  0.3533
Si  0.3298  -1.9275  18.17  0.0377  0.0354  -0.2537
Si  3.3698  -4.4321  20.6503  0.0634  -0.0764  -0.0464
Si  1.391  -1.1777  9.4172  -0.1326  -0.0528  0.0997
Si  1.3606  -1.6032  14.1  -0.0692  -0.0654  0.0312
Si  0.1844  -2.7896  11.7341  0.1994  -0.0908  0.4555
Si  1.6586  -4.3542  15.4852  -0.0147  -0.0003  -0.1762
Si  4.3592  2.6693  14.0503  0.007  -0.0446  0.0305
Si  -0.8141  2.2518  15.8654  0.011  -0.1232  -0.0158
Si  -0.7497  -6.3243  19.555  -0.0254  -0.022  -0.2789
Si  -4.4531  -1.2834  17.6001  0.066  0.1063  -0.3413
Si  1.3479  0.4094  16.361  0.0254  0.0317  -0.1076
Si  2.0072  3.8799  20.0736  0.0448  -0.0298  -0.2563
Si  -6.5414  0.9638  16.5869  -0.0351  0.0343  -0.1638
Si  -1.5774  -4.3402  9.7554  -0.0407  0.1426  0.0243
Si  3.0744  -3.4986  17.8047  -0.2234  0.0657  -0.4227
Si  -5.462  -6.0588  15.838  -0.0197  -0.0597  -0.0456
Si  -4.2509  -1.4042  20.6087  -0.0375  0.0022  -0.091
Si  -5.7062  -2.9568  15.7178  0.0097  -0.007  -0.1294
Si  -2.3925  -6.2245  15.5253  0.0136  0.0192  -0.1222
Si  7.1865  4.3687  9.6452  -0.1411  -0.1038  -0.0124
O  -5.3246  -0.4216  21.3521  -0.0137  -0.0276  0.1341
O  -4.5777  -6.813  22.3613  0.0286  -0.1117  0.2358
O  2.3645  -2.3907  8.9285  -0.0027  0.0051  -0.1528
O  -6.5174  -6.9295  14.9695  -0.0067  0.0834  0.027
O  -7.2256  1.1605  22.1792  0.0562  -0.0139  0.4663
O  -0.5782  0.3219  21.5077  -0.0086  -0.0639  0.3367
O  0.9951  -1.5308  22.3601  -0.0078  -0.0421  0.3972
O  4.151  -4.1311  8.1368  -0.1335  0.1325  -0.6265
O  -2.1342  -3.2815  8.6541  -0.0583  0.0934  -0.1
O  -0.3347  -5.1316  9.0337  0.0917  -0.0399  -0.2545
O  0.534  -0.5335  17.3817  -0.0313  -0.0423  0.1185
O  -5.8537  -6.1213  17.4181  -0.0238  -0.0412  0.1602
O  -0.5706  -5.9228  21.1237  0.0179  0.1547  0.425
O  1.9428  2.8613  21.339  0.0434  -0.0514  0.2755
O  -0.7153  -5.0728  18.5082  0.0338  -0.0517  0.1472
O  -4.0683  -2.7317  21.535  0.0204  -0.0436  0.199
O  2.2367  0.1773  9.5746  -0.0062  -0.0672  -0.0793
O  -1.134  -3.5232  11.118  -0.1989  -0.2025  -0.3183
O  8.0298  3.2427  8.8243  -0.0295  -0.0277  -0.2112
O  5.7298  2.6652  13.1515  0.0567  -0.0012  -0.1262
O  -4.3508  -2.4675  16.4774  -0.0434  0.01  0.1303
O  2.8832  0.4427  16.8687  -0.018  -0.0194  0.0538
O  -1.9588  -4.1179  22.2424  0.0416  -0.078  0.3696
O  7.0173  -1.4946  8.0324  -0.1569  0.1145  -0.359
O  3.9005  -3.7136  12.4082  -0.0059  0.0286  -0.0381
O  -0.886  2.1343  14.2536  -0.0264  0.0438  0.007
O  4.0871  1.1963  11.1227  -0.0336  0.0306  -0.1034
O  -4.957  3.5681  19.5346  -0.0425  0.0392  0.0384
O  5.3442  -0.1259  9.2972  0.0623  -0.0482  -0.6427
O  1.1539  -0.1734  14.8364  0.0268  -0.0387  0.0332
O  -1.3349  1.3008  8.0505  -0.0621  0.0842  -0.7196
O  -3.509  1.7876  18.4745  0.0155  0.0624  0.2074
O  2.8311  -3.1044  21.4128  -0.0202  -0.0235  0.1758
O  2.2158  -5.0149  14.1128  -0.012  0.0345  0.0455
O  -1.8452  1.142  16.426  -0.0412  0.0355  0.1167
O  -2.2998  -4.7861  16.3023  0.063  -0.0605  -0.0225
O  6.0161  5.0297  8.7324  -0.0305  0.0112  -0.0877
O  0.6993  1.918  16.3784  0.0213  0.0045  0.0157
O  -1.8443  4.6451  13.9718  -0.034  0.0437  -0.0111
O  -2.4861  2.7141  12.2996  -0.0545  0.0062  -0.0626
O  -6.1953  2.2387  17.5011  0.0301  0.136  0.1705
O  -2.7615  -0.7503  20.5392  -0.1387  -0.0059  0.0635
O  -6.2971  -5.0624  21.4528  0.0038  -0.0112  0.1736
O  4.9919  -1.2526  11.7834  0.0258  0.1257  -0.2067
O  -6.4712  1.3369  14.9967  0.0286  0.0201  -0.0122
O  -5.5683  -4.522  15.3331  0.0264  0.0075  0.0015
O  0.2209  -0.8944  8.3396  0.0057  -0.004  -0.04
O  -4.8544  -1.7509  19.1212  0.0652  0.009  0.267
O  0.1938  -4.913  15.8864  -0.034  -0.0133  0.0739
O  -7.109  -4.0537  19.1269  0.0672  -0.1027  0.3273
O  2.6509  4.7957  11.8355  -0.0172  -0.0752  -0.0357
O  3.3389  2.4061  8.792  -0.0788  0.091  -0.3633
O  3.3207  3.6226  19.1452  -0.1112  0.0333  0.1196
O  1.6338  -2.7293  15.257  0.005  -0.0167  0.0453
O  -0.6978  -2.8221  17.2669  -0.0265  0.0573  0.0895
O  6.4525  3.595  10.87  0.0402  0.1418  -0.1868
O  2.1564  -5.5217  20.6204  -0.0503  0.105  0.0872
O  0.656  -1.5658  10.7972  0.1369  0.1591  -0.3115
O  -1.3952  3.6965  16.3595  -0.0302  -0.0051  0.06
O  -2.7386  -5.4044  10.1788  0.0205  0.0125  0.0669
O  -1.1956  0.8021  19.036  0.0026  -0.0231  0.1631
O  0.5994  3.7158  19.2391  0.083  0.0442  0.1571
O  -0.3478  -1.6252  19.6263  -0.1022  0.035  0.1618
O  -2.9441  -0.7124  17.7167  -0.0212  -0.0272  0.0678
O  2.5815  -4.7009  16.7897  0.0726  0.1011  0.2192
O  0.0472  -2.0965  13.2278  -0.0049  -0.0105  -0.1591
O  1.3928  4.0959  8.1093  -0.0912  0.0991  -0.5108
O  1.7768  -2.66  18.3334  0.0607  -0.0212  0.151
O  1.3302  -3.9309  11.8187  -0.1443  0.0766  -0.1194
O  6.6603  0.9  11.4348  -0.0249  0.0063  -0.1072
O  -6.8654  -2.631  16.8443  -0.0459  -0.0406  0.1506
O  2.6718  -1.4789  13.1213  0.0908  0.0484  -0.0745
O  -3.2097  2.3145  21.1654  -0.0253  0.021  0.4785
O  2.8598  2.6947  13.352  -0.0452  0.009  -0.0325
O  -3.9593  -6.6567  15.5735  0.0214  -0.0171  0.0355
O  -5.46  -0.1674  16.9792  -0.0041  -0.0908  0.0893
O  0.2481  3.687  12.5589  -0.0166  -0.0133  -0.0159
O  1.7751  2.4203  10.9464  0.0931  -0.1482  -0.1935
O  4.9572  -2.1534  14.3176  0.0174  -0.006  -0.0106
O  -2.2048  3.9122  19.3336  -0.0006  0.013  0.0911

Results
free energy: -126869.938 eV
free energy less fixed offsets of O -568.88, Si -635.61 eV per atom: -1.458 eV

The program warned: the cutoff lies below the one the program advises for these potential files; the exchange-correlation potential is rough where the density is thin.
